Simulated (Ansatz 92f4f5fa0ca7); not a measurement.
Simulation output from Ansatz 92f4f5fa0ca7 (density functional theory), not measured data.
Periodic cell of 215 atoms, Si132O82B1, from a study of silicon, its oxide and their interface. The atomic structure is a simulated model.
Doubt: the cutoff is far below the 930 eV that the study's wrapper takes by default for these files, so forces and energies are approximate.
This geometry differs little from another in the collection (a relaxation step or a small displacement).

Settings
functional: PBE
potential files: Ansatz PAW
basis: plane waves
wave-function cutoff: 580 eV
density cutoff ratio: 5
exchange-correlation grid ratio: 1
k mesh: 1 x 1 x 1, Gamma-centred
self-consistency stop: 5e-08 eV per atom in the density residual
occupations: fixed
spin: none
net charge: -1 e, with a uniform compensating background and no finite-size correction

Cell vectors (angstrom)
a	10.938	0	0
b	0	10.938	0
c	0	0	31.5432

Atoms and the computed forces on them: element, x, y, z (angstrom), force x, y, z (eV/angstrom)
Si	10.6571	0.667	24.4857	0.0031	0.0161	-0.0176
Si	6.0213	10.5127	24.1841	-0.0032	0.0081	0.0027
Si	2.0291	3.0333	24.2629	-0.0093	-0.0115	0.0027
Si	8.7791	2.2196	24.3222	0.0026	-0.0127	0.012
Si	0.5297	4.9776	24.1907	0.0068	0.0006	0.0071
Si	5.0181	5.8865	24.2239	-0.0049	0.0038	-0.0025
Si	3.3857	7.6681	24.1813	-0.0049	0.0001	0.005
Si	7.8332	8.8647	24.0445	-0.0043	0.0051	-0.004
B	1.2822	1.5244	25.4622	0.0186	-0.0069	0.0081
Si	6.9446	1.31	25.5012	-0.0013	-0.0013	-0.0023
Si	3.9807	4.059	25.3342	0.0049	-0.0019	0.0046
Si	9.6659	4.0908	25.4273	0.0035	-0.0041	-0.0001
Si	1.4893	6.7923	25.3666	0.0018	0.0009	-0.0028
Si	6.8668	6.9716	25.2648	0.0045	-0.0037	0.0045
Si	4.1327	9.6194	25.3403	0.0004	-0.0004	-0.0025
Si	9.5809	9.7049	25.4421	-0.0015	-0.0126	0.0124
Si	2.5677	0.2186	26.4764	-0.0025	0.0067	-0.0056
Si	8.2312	-0.0219	26.9564	0.001	0.0061	-0.0036
Si	0.1335	2.6591	26.7643	-0.0058	0.0002	-0.0118
Si	5.4568	2.7446	26.6591	-0.0003	-0.0046	-0.003
Si	2.7611	5.4378	26.8466	-0.0069	0	-0.0012
Si	8.216	5.5304	26.6275	0.001	0.0021	0.0001
Si	0.0349	8.2105	26.6414	0.0016	-0.0007	-0.0034
Si	5.4949	8.2526	26.7766	-0.0026	0.0056	-0.0019
Si	4.0486	1.3666	27.9921	-0.0032	0.0023	-0.0007
Si	9.6309	1.405	28.1834	-0.0035	-0.0027	0.0051
Si	1.3638	4.0866	28.1797	0.0074	0.0062	0.0043
Si	6.829	4.1483	28.0162	0.0007	-0.0003	0.003
Si	4.1426	6.8472	28.1335	0.0039	0	0.0069
Si	9.5865	6.8595	28.041	-0.0029	0.0007	0.0015
Si	1.3932	9.6533	27.9692	-0.0029	0.0027	0.0026
Si	6.8263	9.5507	28.226	0.0014	-0.0046	0.0004
Si	0.0381	-0.0126	29.4913	0.0017	-0.0028	0.0014
Si	5.4033	0.0336	29.4405	0.0008	0.0023	0.0003
Si	2.7635	2.7209	29.4886	0.0021	-0.0008	0.0034
Si	8.1875	2.7839	29.436	-0.0034	0.0011	-0.003
Si	-0.0257	5.4906	29.4566	-0.0011	0.0017	-0.0017
Si	5.4973	5.4694	29.4894	0	0.0005	-0.0005
Si	2.7282	8.2614	29.3967	-0.0013	-0.0007	-0.0018
Si	8.2366	8.1736	29.5129	0.0007	-0.0022	0.0009
Si	1.3883	1.3641	30.8702	-0.0013	0.0008	-0.0002
Si	6.8008	1.3962	30.7829	0.0008	0.0007	0.0013
Si	4.1126	4.1026	30.8579	-0.0026	0.0006	-0.0006
Si	9.543	4.1306	30.824	0.0004	-0.0008	0.0014
Si	1.3593	6.8792	30.7753	0.001	-0.0001	0.001
Si	6.8592	6.8155	30.8828	-0.0008	0.0009	-0.0015
Si	4.0759	9.5922	30.8175	0.0007	-0.0025	0.0021
Si	9.5905	9.5678	30.867	-0.0007	0.003	-0.0003
Si	2.7382	-0.0174	0.6971	-0.0019	0.0029	-0.0005
Si	8.1573	0.0196	0.6248	0.0017	-0.0041	-0.0014
Si	-0.0347	2.7556	0.6435	0.0025	-0.0022	0.0003
Si	5.4746	2.7232	0.6791	-0.0018	0.0014	-0.001
Si	2.6991	5.5032	0.6265	0.0027	-0.0027	-0.001
Si	8.2119	5.4422	0.716	-0.0018	0.0016	-0.0011
Si	0.0228	8.1864	0.6814	-0.0021	0.0019	-0.0011
Si	5.4521	8.2277	0.6421	0.0015	-0.0008	-0.0006
Si	4.1129	1.3465	2.0504	0.0017	-0.0012	0.0023
Si	9.5096	1.3891	1.998	-0.0033	0.0044	-0.0004
Si	1.3121	4.1482	2.0136	-0.003	0.0033	0.0012
Si	6.8415	4.0595	2.0664	0.0029	-0.003	0.0014
Si	4.061	6.8734	1.9976	-0.0041	0.0032	-0.0008
Si	9.5984	6.8123	2.0539	0.0029	-0.0028	0.001
Si	1.3721	9.5535	2.0632	0.0015	-0.0017	0.002
Si	6.8129	9.587	2.0337	-0.0006	0.0015	0.0016
Si	-0.0691	-0.0006	3.3186	0.0033	-0.0019	0.0022
Si	5.4597	-0.0119	3.4806	-0.0001	-0.0002	-0.0021
Si	2.6813	2.7377	3.3103	-0.0018	-0.0022	-0.0006
Si	8.1829	2.69	3.4919	-0.0003	0.0023	-0.0028
Si	-0.0241	5.4677	3.5098	0.0013	-0.0007	-0.0035
Si	5.4335	5.4829	3.3032	0.0015	-0.0014	0.0026
Si	2.7354	8.1998	3.4771	0	0.0001	-0.0023
Si	8.2132	8.1963	3.3544	-0.0031	0.0027	-0.0013
Si	1.2744	1.3786	4.6481	0.001	0.0003	0.0046
Si	6.8321	1.3053	4.9103	-0.0006	-0.0002	0.0016
Si	4.0462	4.1256	4.6251	0.0017	0.0009	0.0052
Si	9.5252	4.0668	4.8891	-0.0012	-0.001	0.0026
Si	1.3485	6.8724	4.8863	0.0003	0.0009	0.002
Si	6.8218	6.8111	4.6631	-0.0006	-0.0012	0.0036
Si	4.0962	9.567	4.8844	-0.0009	0.0004	0.0018
Si	9.5575	9.5762	4.7338	0.0004	-0.0002	0.0023
Si	2.6013	0.051	6.085	-0.0012	0.0005	-0.0016
Si	8.2158	-0.1289	6.2694	-0.0004	0.0003	-0.001
Si	-0.0297	2.6544	6.193	0.0005	0.0008	-0.0017
Si	5.3641	2.7748	6.0554	-0.001	0.0018	-0.0025
Si	2.74	5.4339	6.1318	-0.0001	-0.0012	-0.0027
Si	8.0822	5.4467	6.1638	-0.0004	0.0006	-0.0011
Si	-0.0159	8.3031	6.2198	-0.0003	0.0004	-0.0006
Si	5.5563	8.1542	6.1485	0.0004	0.0003	-0.0016
Si	3.4636	1.9455	7.1621	-0.003	0.0025	-0.0033
Si	10.0133	0.8341	7.4678	0.0017	-0.0021	-0.0032
Si	1.7643	3.6602	7.344	0.0023	-0.0016	-0.0038
Si	6.1989	4.5302	7.3681	-0.001	0.0019	-0.0047
Si	4.6273	6.3101	7.2471	0.0016	-0.0022	-0.0023
Si	9.1532	7.1945	7.3135	-0.0024	0.0022	-0.004
Si	0.8819	10.1614	7.5074	-0.0019	0.001	-0.0054
Si	7.4008	8.8891	7.488	0.0026	-0.0021	-0.0041
O	4.5534	6.5996	8.8803	-0.0023	0.0011	0.0045
O	1.3967	3.9792	8.9444	-0.0007	0.0021	0.0056
O	9.7402	6.5486	8.7343	0.0017	-0.0011	0.005
O	1.2987	10.106	9.1436	0.0021	-0.0007	0.0058
O	6.0707	4.2202	9.014	0.0002	-0.0023	0.0061
O	3.7044	1.6074	8.753	0.0026	-0.0014	0.0054
O	7.1272	8.9631	9.145	-0.0015	0.0022	0.0057
O	9.6473	1.0839	9.0773	-0.0019	0.0011	0.0041
O	8.3265	2.4303	22.7356	-0.0042	0.0043	-0.0142
O	11.0991	5.4515	22.6317	-0.003	0.0025	-0.0088
O	5.6511	0.0949	22.6518	-0.0055	0.0071	-0.0214
O	5.2789	5.4249	22.6459	0.003	-0.0004	-0.0034
O	2.171	2.6817	22.6169	0.006	-0.0062	-0.0204
O	3.3409	7.8304	22.5156	-0.0023	0.0032	-0.0091
O	8.3288	8.7436	22.4448	0.0016	-0.0031	-0.0023
O	0.0256	11.1901	22.9039	0.0034	-0.004	-0.004
Si	2.1507	2.9717	12.9044	-0.0001	-0.0001	-0.0019
Si	8.68	1.3102	10.3619	-0.0003	0	-0.0033
Si	1.0541	4.4803	15.366	-0.0005	-0.0004	-0.0004
Si	7.5413	5.5806	12.1948	-0.001	-0.0003	-0.0017
Si	2.4511	8.1542	21.2022	0.0002	0.0042	0.0077
Si	5.4123	7.7893	12.4716	-0.0001	-0.0004	-0.0019
Si	9.2732	0.4399	15.5178	0.0008	0.0008	-0.0006
Si	2.9244	-0.068	16.6868	0.0015	0.0002	0.0019
Si	10.4615	1.1558	12.6198	0.0004	-0.0006	-0.0011
Si	7.793	2.8043	21.2659	0.0011	-0.0017	0.0053
Si	9.1358	8.7709	14.4643	0.0002	-0.0004	-0.0007
Si	1.469	4.774	10.3628	0	0	-0.0048
Si	4.5296	9.4625	19.1523	-0.0013	0.0015	0.0026
Si	11.1086	6.0868	21.1427	-0.0007	-0.0005	0.0023
Si	6.6181	10.4334	14.8623	0	-0.0001	-0.0001
Si	5.4058	0.7311	21.1901	-0.0152	-0.0062	0.0133
Si	2.3378	9.8105	10.375	-0.0011	0.0011	-0.0032
Si	0.4748	10.6421	21.4701	-0.0025	0.0018	0.0101
Si	5.8853	5.2499	21.1664	-0.0006	-0.0011	0.0029
Si	3.6372	7.0837	10.1067	0.0003	-0.0027	-0.0035
Si	9.0314	5.6673	14.8434	-0.0009	-0.0007	0
Si	3.6573	4.08	19.158	0.0007	-0.0009	0.0015
Si	10.0357	3.6696	19.3126	-0.0001	0.0008	-0.0002
Si	4.2557	8.6431	15.3753	-0.0006	-0.0002	-0.0003
Si	0.4676	1.8996	17.1824	0.0006	0.0011	0.001
Si	6.8564	7.5254	19.2741	0.0005	0.0003	0.0003
Si	5.2312	3.6062	16.7855	-0.0014	0.0004	0.0008
Si	7.7841	4.9999	17.5231	0.0007	0.0006	0.0003
Si	6.6566	9.9244	10.3742	0.0013	-0.0015	-0.0036
Si	4.3711	1.0571	10.0962	-0.0005	0.0018	-0.004
Si	-0.0358	9.0866	11.9036	0.0008	0.0008	-0.0015
Si	9.1243	8.6417	21.019	0.0013	0.0003	0.0007
Si	4.5484	1.6562	14.6044	-0.0011	-0.0003	0
Si	2.4526	2.0766	21.1402	0.0071	0.0007	0.0104
Si	6.3216	3.3458	10.3625	0.0001	0.001	-0.0036
Si	3.4087	5.8958	16.7685	0.0002	-0.0008	0.0014
Si	9.8757	6.5368	10.3453	0.0001	-0.0012	-0.0044
O	0.1512	2.6361	18.5973	0.0005	-0.0005	-0.0015
O	2.9259	9.6094	15.6004	0.0004	-0.0008	0
O	10.8304	4.8504	20.1075	-0.0013	0.0013	0.0011
O	7.5753	2.4105	9.9418	0.0007	0.0001	0.0022
O	10.9188	5.3422	10.7986	-0.0003	0.0005	0.0007
O	6.5974	6.7388	12.8622	0.0003	0	-0.0002
O	10.3172	8.0598	10.7818	0.0007	0.0015	0.0021
O	7.6691	9.4454	14.0087	0	-0.0002	0.0003
O	8.4107	6.2116	10.974	-0.001	-0.0005	0.0014
O	5.3803	10.4819	20.0818	-0.0027	0.0076	0.009
O	2.1566	3.7359	11.4454	0.0002	-0.0004	0.0016
O	8.051	8.5236	19.7795	0.0008	-0.0009	0.0016
O	6.2722	6.7123	20.5632	0.0006	-0.0008	0
O	5.4954	2.6956	15.454	-0.0003	-0.0004	0.0001
O	1.3054	0.9416	20.7345	0.0002	0.0005	-0.0005
O	6.0451	9.0608	11.631	-0.001	-0.0009	0.0015
O	4.5777	4.9551	16.1339	0.0005	-0.0002	-0.0006
O	6.5793	3.9101	17.6529	0.0005	0.0001	0.0005
O	10.5196	10.6654	11.8286	0.0007	-0.0015	0.0015
O	5.584	0.4924	14.0135	0.0002	-0.0001	0.0001
O	7.9851	5.0865	15.919	0.001	0.0004	-0.0014
O	9.7421	9.8006	15.5875	0.0001	-0.0001	0.0002
O	-0.416	5.1138	15.1405	0.0001	-0.0003	0.0003
O	1.598	6.8173	20.7796	-0.0012	-0.0006	0
O	1.5133	0.6154	17.2081	-0.0006	0.0005	-0.0003
O	6.609	1.7715	20.8086	0	-0.0007	0.0007
O	1.007	1.793	12.8496	-0.0009	-0.0006	0.0005
O	3.23	5.4807	18.3601	0.0001	0.0005	-0.0012
O	9.5237	2.0073	11.5915	0.0003	-0.0005	0.0009
O	1.0187	3.065	16.1767	-0.0004	-0.0006	0.0005
O	8.5783	5.1344	13.3718	0.0003	0.0005	0.0015
O	10.2801	8.5698	13.313	-0.0002	0.0006	0.0003
O	1.4954	9.3899	21.6269	0.0044	-0.0046	-0.008
O	10.0768	9.9728	20.7365	-0.0006	-0.0008	0.0001
O	3.1708	0.2161	10.8683	0	-0.0005	0.0008
O	5.0645	2.3676	10.8209	-0.0002	-0.001	-0.0001
O	1.739	4.1568	13.9323	-0.0002	0	0.0005
O	7.9149	10.8671	10.8482	0.0001	0.0013	0.0006
O	9.1453	4.4239	18.1744	0.0004	-0.0012	0.0009
O	5.6392	9.4731	15.7764	0.0001	-0.0001	0.0001
O	5.5268	-0.027	9.7492	-0.001	0.0005	0.0006
O	3.5892	2.3059	13.4172	0.0006	-0.0002	0.001
O	1.9497	5.6314	16.0873	-0.0005	-0.0001	0.0001
O	9.7094	1.0435	14.0585	-0.0001	-0.0003	0.0014
O	4.3994	6.9427	11.5273	0.0008	0.0006	0.0008
O	4.8084	4.4962	20.2156	-0.0002	0.0001	-0.0008
O	9.9657	1.314	16.6761	-0.0003	-0.0011	-0.0007
O	6.6583	4.3226	11.6355	0.0006	0.0009	0.0007
O	5.6524	8.4036	18.5927	-0.0007	0.0015	0.0001
O	9.0718	2.7485	20.2487	-0.0005	0.0006	-0.0004
O	3.5933	1.108	15.7948	0.0004	-0.0002	-0.0002
O	4.1958	3.0649	17.9561	0.001	0.0006	-0.0019
O	9.9661	7.2416	21.0136	-0.001	0.0007	0.0002
O	3.3469	8.662	9.8185	-0.0005	0.0006	0.0016
O	3.9296	7.3978	16.3859	0	0.0006	-0.0012
O	7.6381	0.4609	15.7193	-0.0001	-0.0003	0.0003
O	8.9341	7.283	15.0448	0.0001	-0.0004	-0.0001
O	3.9472	1.4354	21.1423	0.0105	-0.0059	-0.0026
O	1.5895	9.1431	11.6879	-0.0029	0.0006	0.0012
O	2.317	6.153	10.1913	0.0009	-0.0004	0.0015
O	7.3966	6.452	18.1578	0.0004	-0.0013	-0.0004
O	7.2388	4.3416	21.2176	-0.0017	0.0037	-0.0006
O	4.5442	8.2229	13.8038	-0.0004	0.0004	0.0016
O	3.3944	8.607	19.9529	0.0001	0.0004	0.0009
O	2.5008	3.2785	19.9947	0	-0.0028	0.0051
O	3.7732	10.3327	17.9785	-0.0002	-0.0014	-0.0013

Results
free energy: -130700.362 eV
free energy less fixed offsets of B -154.04, O -568.88, Si -635.61 eV per atom: 2.358 eV

The program warned: the cutoff lies below the one the program advises for these potential files; the exchange-correlation potential is rough where the density is thin.
